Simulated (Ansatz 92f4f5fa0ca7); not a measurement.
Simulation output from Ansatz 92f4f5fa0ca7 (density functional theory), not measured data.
Periodic cell of 234 atoms, Si141O87B6, from a study of silicon, its oxide and their interface. The atomic structure is a simulated model.
Doubt: the cutoff is low for norm-conserving oxygen, so forces and energies are approximate.
Doubt: the program's own warning below bears on the result.

Settings
functional: HSE06
potential files: SPMS norm-conserving
basis: plane waves
wave-function cutoff: 800 eV
density cutoff ratio: 4
exchange-correlation grid ratio: 1
k mesh: 1 x 1 x 1, Gamma-centred
occupations: fixed
spin: none
net charge: 0

Cell vectors (angstrom)
a	11.6015	0	0
b	0	10.938	0
c	0	0	31.45

Atoms: element, x, y, z (angstrom)
Si	0.1728	0.1076	22.7553
Si	3.7838	0.1707	22.8312
Si	7.5743	-0.03	22.7692
B	1.9544	1.0202	23.1579
Si	5.7886	1.4875	22.8461
Si	9.694	1.3555	22.6932
Si	0.164	5.6646	22.9848
B	3.6718	5.8841	23.2336
Si	7.8396	5.6979	22.8303
B	2.1033	6.4035	23.2647
Si	5.5188	6.7677	22.699
Si	9.8235	7.1511	22.8668
Si	1.9636	2.6116	24.5119
Si	5.7732	2.9691	24.658
Si	9.6322	2.7601	24.6685
Si	11.6489	4.0414	24.7536
Si	3.7809	4.255	24.547
Si	7.7544	4.2435	24.7309
Si	1.9704	8.0429	24.6027
Si	5.7803	8.18	24.6714
Si	9.7177	8.3684	24.8208
Si	11.7161	9.588	24.6916
Si	3.8377	9.5469	24.7002
Si	7.7153	9.577	24.7185
Si	11.6559	0.0214	26.6146
Si	3.8711	0.0052	26.6162
Si	7.6991	0.0497	26.6125
Si	1.968	1.3946	26.5972
Si	5.7717	1.4423	26.5492
Si	9.6808	1.3676	26.5919
Si	11.6233	5.4458	26.645
Si	3.8366	5.4552	26.6131
Si	7.737	5.5294	26.6719
Si	1.9331	6.8269	26.6423
Si	5.7656	6.8358	26.6175
Si	9.7026	6.8402	26.6314
Si	1.9336	2.7345	28.5507
Si	5.8008	2.7345	28.5507
Si	9.6679	2.7345	28.5507
Si	0	4.1018	28.5507
Si	3.8672	4.1018	28.5507
Si	7.7343	4.1018	28.5507
Si	1.9336	8.2035	28.5507
Si	5.8008	8.2035	28.5507
Si	9.6679	8.2035	28.5507
Si	0	9.5708	28.5507
Si	3.8672	9.5708	28.5507
Si	7.7343	9.5708	28.5507
Si	0	0	30.4843
Si	3.8672	0	30.4843
Si	7.7343	0	30.4843
Si	1.9336	1.3673	30.4843
Si	5.8008	1.3673	30.4843
Si	9.6679	1.3673	30.4843
Si	0	5.469	30.4843
Si	3.8672	5.469	30.4843
Si	7.7343	5.469	30.4843
Si	1.9336	6.8362	30.4843
Si	5.8008	6.8362	30.4843
Si	9.6679	6.8362	30.4843
Si	1.9336	2.7345	0.9679
Si	5.8008	2.7345	0.9679
Si	9.6679	2.7345	0.9679
Si	0	4.1018	0.9679
Si	3.8672	4.1018	0.9679
Si	7.7343	4.1018	0.9679
Si	1.9336	8.2035	0.9679
Si	5.8008	8.2035	0.9679
Si	9.6679	8.2035	0.9679
Si	0	9.5708	0.9679
Si	3.8672	9.5708	0.9679
Si	7.7343	9.5708	0.9679
Si	11.5696	-0.0159	2.9041
Si	3.8707	0.0258	2.8936
Si	7.7452	-0.014	2.8967
Si	1.9182	1.3674	2.9484
Si	5.8288	1.3767	2.8904
Si	9.65	1.358	2.8795
Si	11.5559	5.4191	2.9105
Si	3.8811	5.4844	2.8798
Si	7.7444	5.4132	2.9592
Si	1.8996	6.7802	2.8577
Si	5.8425	6.8297	2.9188
Si	9.6356	6.8084	2.9032
Si	1.9562	2.7273	4.9295
Si	5.8441	2.7778	4.7965
Si	9.6235	2.5626	4.93
Si	11.5631	3.9849	4.8051
Si	3.8856	4.1457	4.8106
Si	7.8007	4.1256	4.9977
Si	1.9067	8.1864	4.7233
Si	5.8483	8.2622	4.8132
Si	9.595	8.0367	4.9578
Si	11.5015	9.4397	4.7527
Si	3.8583	9.5075	4.7466
Si	7.7778	9.6747	4.9323
Si	11.2544	-0.0204	6.5995
Si	3.9167	-0.1407	6.705
B	7.8535	0.3998	6.2358
Si	1.7924	1.1163	6.7385
Si	5.9567	1.2172	6.6101
B	9.4267	0.8972	6.1969
Si	11.441	5.5373	6.5971
Si	3.8907	5.5698	6.7331
Si	7.9167	5.7253	6.9756
Si	1.8127	6.9194	6.6917
Si	5.8931	6.9882	6.8156
B	9.6641	6.5005	6.335
O	0.0512	4.4993	7.9141
O	-0.3035	10.0509	8.0366
O	7.9119	5.0792	8.527
O	1.5972	8.1509	7.8142
O	3.9131	4.3139	7.8452
O	5.7389	2.2338	7.9251
O	5.9613	8.0875	8.1024
O	1.5573	1.554	8.3273
O	3.9646	9.852	8.0911
O	5.4084	7.778	21.3614
O	11.7331	10.0948	21.372
O	9.9055	8.1081	21.4904
O	4.1412	10.1512	21.4851
O	9.8267	2.4011	21.3839
O	6.0193	2.0816	21.2945
O	11.31	4.5802	21.7814
O	6.9041	9.9836	21.5057
O	8.437	4.5892	21.7209
Si	9.2599	4.9812	18.2795
Si	7.684	9.3641	13.3097
Si	2.0699	2.072	9.7771
Si	1.1632	8.1786	18.3085
Si	9.4939	5.3089	14.4274
Si	4.7488	3.2388	8.7469
Si	6.7726	5.0438	15.4107
Si	1.959	1.9071	15.1758
Si	0.6161	4.7276	9.4216
Si	10.6355	6.9175	10.6588
Si	0.607	8.9522	8.8314
Si	8.101	6.6201	11.9599
Si	1.1579	6.7637	12.6254
Si	4.0553	1.7174	13.0875
Si	6.4158	1.9754	19.7192
Si	1.4378	10.4395	11.4263
Si	10.7439	9.1173	20.5023
Si	3.517	6.1728	17.9408
Si	11.3143	6.3187	16.427
Si	4.3534	6.6308	14.8551
Si	6.8776	2.2252	14.1579
Si	3.1687	4.7427	12.648
Si	10.0637	11.1102	12.3049
Si	10.6261	2.4956	17.5132
Si	2.2958	10.4049	16.7716
Si	4.7902	8.7872	9.0137
Si	5.7496	10.8106	11.3304
Si	2.5705	8.8205	13.982
Si	5.4798	9.3592	20.9267
Si	5.1763	10.6543	18.1489
Si	7.2389	4.5432	9.9225
Si	6.264	4.8727	18.3361
Si	9.09	0.3265	18.7647
Si	2.9703	6.5126	10.3754
Si	9.8855	4.0263	21.1823
Si	10.7408	2.3382	14.5303
Si	7.9864	1.8246	11.1756
Si	1.6438	4.0211	17.0871
Si	7.555	10.7866	16.0889
O	0.5037	7.6364	16.9143
O	10.02	3.7734	14.3087
O	2.338	9.8019	12.6657
O	7.7317	9.6313	14.9296
O	11.4907	10.4667	11.9125
O	1.1327	3.3631	10.1349
O	5.4427	9.4886	19.2838
O	7.7441	5.5767	18.4981
O	0.7357	2.4901	14.2782
O	7.0873	5.6736	11.1065
O	6.3468	3.5292	19.2367
O	5.2817	1.1736	18.8734
O	1.8984	5.7699	9.3741
O	3.7306	6.6134	16.3722
O	10.9804	5.3665	10.2732
O	3.5016	3.1614	12.5573
O	10.1946	6.1102	17.5929
O	10.1944	1.1628	13.5768
O	7.5413	1.3386	15.3663
O	9.9665	4.5471	19.6654
O	2.1303	7.3868	11.4563
O	7.8337	1.1659	19.4458
O	6.4374	10.1948	12.6723
O	8.3244	5.496	15.5584
O	9.6279	10.0073	19.6729
O	9.3911	3.5887	17.4249
O	2.5639	3.1662	16.0315
O	3.6575	2.4132	9.6256
O	10.6268	6.3742	14.9425
O	0.1076	8.1754	19.5573
O	5.3362	1.7863	14.0613
O	6.1807	10.4695	16.887
O	3.7792	5.4092	11.2728
O	3.9171	7.4987	9.5236
O	7.6651	2.0175	12.7597
O	1.5447	0.8282	16.3203
O	3.8148	5.3499	14.0049
O	4.9876	5.88	18.6624
O	4.0342	8.0385	14.058
O	5.9631	6.3817	14.9481
O	1.4292	9.7391	17.9681
O	7.4444	7.8072	12.8615
O	8.707	10.7331	17.2548
O	0.51	3.1187	17.8566
O	5.3483	9.6063	10.3089
O	3.7342	10.635	17.4464
O	11.2584	7.1215	12.1546
O	1.8801	1.0249	11.0169
O	2.9336	1.159	14.1203
O	1.5197	9.6222	10.0108
O	8.9547	5.6587	12.9483
O	10.55	1.8065	16.0473
O	11.1696	7.8986	9.4967
O	4.4505	0.7214	11.8551
O	1.5588	5.1669	12.7268
O	9.0995	9.8563	12.6787
O	2.5662	7.3424	18.6304
O	6.116	4.4404	16.7689
O	2.4107	9.5336	15.413
O	6.818	3.8349	14.3395
O	9.416	1.0307	11.0637
O	0.7903	5.1162	16.2492
O	1.4573	7.6137	13.9724
O	10.3424	1.363	18.6348
O	8.1204	3.2498	10.4118
O	6.7868	0.8857	10.5574
O	5.7043	4.0795	9.7343
O	2.6794	4.7659	18.0971
O	9.062	7.2457	10.7994

Results
free energy: -55412.464 eV
free energy less fixed offsets of B -77.42, O -447.96, Si -113.29 eV per atom: -1.534 eV
gap between the highest filled and lowest empty level on this k mesh: 1.032 eV

The program warned: the cutoff lies below the one the program advises for these potential files; the model core charge is not resolved on the grid; the forces do not sum to zero within the program's tolerance; the exchange-correlation potential is rough where the density is thin.
